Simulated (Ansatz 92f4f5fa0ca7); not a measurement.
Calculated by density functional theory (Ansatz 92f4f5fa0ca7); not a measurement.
Periodic cell of 180 atoms, Si99O81, from a study of silicon, its oxide and their interface. The atomic structure is a simulated model.

Settings: functional PBE; potential files Ansatz PAW; basis plane waves; wave-function cutoff 700 eV; density cutoff ratio 5; exchange-correlation grid ratio 2; k mesh 2 x 2 x 1, shifted by 0.5 0.5 0.5 of a step; self-consistency stop 5e-08 eV per atom in the density residual; occupations Fermi-Dirac, 0.05 eV; spin none; net charge 0.

Cell vectors (angstrom)
a  11.5983  0  0
b  0  11.5983  0
c  4.6426  0.9347  24.0682

Atoms and the computed forces on them: element, x, y, z (angstrom), force x, y, z (eV/angstrom)
Si  -2.7521  6.7639  -0.8278  0.0424  -0.5665  -0.4226
Si  8.3949  1.596  -1.7519  0.0725  -0.0121  -0.3895
Si  8.809  5.2109  1.6852  -0.032  0.0068  -0.4789
Si  2.2644  7.7752  -0.164  -0.4093  0.1645  0.243
Si  1.3282  0.4169  -1.6711  -0.2421  0.0397  -0.4492
Si  2.6046  5.2822  1.2494  -0.3807  0.7544  -0.5202
Si  4.5884  7.7122  -0.3117  -0.3399  -0.491  -0.4009
Si  3.9638  1.3753  -0.7102  0.2607  -0.1155  -0.7194
Si  8.2021  10.2863  -2.4717  -0.1332  -0.0466  -0.3162
Si  1.3618  8.9228  1.6902  -0.0562  0.0788  -0.2378
Si  2.2139  1.2531  0.9742  -0.4181  -0.5281  -0.2363
Si  10.4618  9.0285  1.8072  0.0819  0.1315  0.1316
Si  6.67  8.9382  1.5506  -0.3556  -0.1566  0.0413
Si  6.3379  1.1658  1.5005  -0.5641  -0.1556  -0.2777
Si  4.8705  5.4686  0.3857  0.7508  -0.1714  -0.2729
Si  8.8338  8.7983  0.2256  0.1919  0.5389  -0.2865
Si  8.7425  1.2803  1.3159  0.3987  0.0055  -0.3984
Si  6.4585  5.1125  2.021  -0.0194  -0.1465  -0.0884
Si  2.1666  -0.5752  2.5593  0.0485  -0.1502  0.2324
Si  1.9659  3.2113  2.3252  0.0224  0.0732  0.389
Si  2.1498  7.0001  2.8646  0.162  0.0661  0.4016
Si  6.1457  -0.7166  2.8688  0.0534  -0.104  0.3253
Si  5.9323  3.0328  2.9497  0.2378  0.1185  0.2429
Si  6.1329  7.1256  3.1043  0.1315  0.2469  0.176
Si  9.7403  -0.5035  2.7142  -0.0377  0.1063  0.0659
Si  9.4792  3.1526  2.6402  0.0875  -0.0663  0.3466
Si  9.715  7.0505  2.9022  -0.0484  -0.0589  0.1392
Si  0.1758  -0.4669  3.9144  -0.0194  0.1295  0.0583
Si  0.0202  3.1908  3.7526  -0.0884  -0.0879  -0.1026
Si  0.1344  6.9535  4.0771  -0.0918  -0.1442  -0.0451
Si  4.0614  -0.6744  4.0592  -0.0387  -0.0589  -0.0941
Si  3.847  3.145  4.0134  0.0292  -0.0013  0.0577
Si  4.059  7.1028  4.2526  0.0876  0.0706  0.0985
Si  7.9932  -0.658  4.3707  0.0502  0.0979  0.0099
Si  7.8515  3.1031  4.4247  -0.2233  -0.1064  0.0305
Si  7.9907  7.0935  4.5368  -0.1547  0.06  0.1573
Si  0.0864  9.0674  5.176  -0.0123  -0.0035  -0.2215
Si  0.1237  1.3903  5.3238  0.1211  -0.0275  0.0812
Si  11.6572  4.9897  5.2756  0.0289  0.0524  0.0248
Si  4.037  9.0749  5.5044  0.184  0.0871  -0.1535
Si  4.0041  1.2578  5.5256  0.0035  0.1591  -0.0287
Si  3.9918  5.0408  5.4959  0.1596  -0.1656  -0.1769
Si  8.0255  9.0578  5.8135  -0.0834  0.0485  -0.062
Si  7.8897  1.2054  5.8865  0.1441  0.1193  -0.0425
Si  7.8686  5.0788  5.8287  -0.071  -0.158  -0.1151
Si  1.9588  9.0413  6.5504  -0.0593  -0.0179  0.0694
Si  1.9982  1.3037  6.7774  -0.1718  -0.0125  0.0775
Si  1.9504  5.0648  6.6518  -0.145  -0.0491  0.005
Si  5.9324  9.1063  6.9342  0.0002  0.1018  -0.214
Si  5.8349  1.2662  7.205  0.0603  -0.1383  -0.3473
Si  5.8044  4.9806  7.1055  -0.0974  0.0352  -0.1954
Si  10.0965  9.0213  6.9744  0.0447  -0.0338  -0.0623
Si  10.0176  1.2904  7.0081  0.0581  0.0266  -0.1825
Si  9.9839  5.0419  6.9273  0.117  -0.1091  -0.0371
Si  3.391  -1.4435  9.3746  -0.2128  0.4937  0.2876
Si  1.4277  3.243  8.0716  0.5  0.0719  -0.2268
Si  13.2144  7.0756  7.837  0.3565  0.1715  0.0563
Si  5.5735  -0.7372  8.4992  -0.2125  -0.1757  -0.1307
Si  3.7596  3.125  10.1931  -0.1356  -0.1878  0.0904
Si  5.5953  7.1214  8.0753  -0.0411  0.1617  0.0898
Si  10.7817  -0.6451  8.173  0.0159  -0.1553  0.0945
Si  10.5925  3.2085  8.309  -0.5008  0.0476  -0.0477
Si  9.2641  7.2728  10.6847  -0.1351  -0.1736  0.2326
Si  6.8789  10.3024  10.4289  -0.0088  -0.2347  -0.0015
Si  8.4205  3.2425  10.6876  0.2759  -0.183  -0.034
Si  10.8209  6.9802  8.0366  -0.0272  0.1487  -0.2815
Si  13.1971  10.8885  7.9657  0.114  -0.0116  -0.0094
Si  5.7332  3.1188  8.7322  0.347  0.1866  -0.0761
Si  16.9666  7.563  19.3195  -0.0293  -0.1088  -0.1239
Si  9.2137  -1.2243  10.8724  0.217  0.4271  -0.0803
Si  6.1624  -0.5903  12.5239  -0.5389  0.0796  0.8938
Si  9.0303  5.8129  12.4519  0.3709  0.1252  0.9091
Si  6.7329  9.0111  16.8707  -0.1299  0.0211  0.0684
Si  15.2369  1.8011  16.8398  -0.0773  -0.012  0.1072
Si  12.3336  6.5204  16.8794  0.0132  0.018  0.0882
Si  8.6939  0.8765  12.8474  -0.1988  -0.1486  0.5333
Si  14.976  4.8635  16.5991  -0.0164  -0.0349  0.0304
Si  3.5039  7.7084  9.221  -0.1646  -0.5147  0.0844
Si  4.9185  9.3629  14.688  0.0302  0.1409  0.0699
Si  15.6627  3.5833  21.0495  -0.0495  0.2533  -0.1308
Si  14.0762  11.3492  14.6406  0.1558  -0.1315  0.1996
Si  14.9441  0.4336  11.9102  0.2147  -0.2872  0.3214
Si  10.4541  4.4048  22.0507  0.0824  0.0189  -0.0763
Si  14.6317  6.4291  20.8258  -0.0121  -0.1325  -0.1482
Si  4.84  6.2599  14.503  -0.1242  0.0559  0.3217
Si  6.1934  10.1617  21.1172  0.0404  -0.1516  -0.0351
Si  10.7093  11.7157  17.7876  -0.0509  -0.0034  0.0174
Si  11.0834  8.6259  21.5429  0.0908  -0.1114  -0.3943
Si  11.5981  6.2289  19.8389  0.1619  0.0654  -0.0678
Si  7.7067  6.6342  15.0546  0.0002  0.103  0.2826
Si  12.4953  9.7452  16.6772  0.0708  0.0151  0.1058
Si  9.4162  2.134  15.6469  -0.066  -0.0349  0.2361
Si  6.7648  2.227  17.3977  -0.0251  0.0082  0.0166
Si  4.6301  5.8409  11.3624  0.1005  0.4057  0.1304
Si  10.2422  5.0924  15.1018  -0.0387  0.061  0.0901
Si  5.6093  4.7005  18.684  -0.0276  0.0681  0.1074
Si  6.9697  7.2344  9.9928  -0.7291  -0.1075  -0.4995
Si  13.5767  11.6099  18.7007  -0.0021  0.0073  -0.1758
Si  7.9277  11.2184  18.7951  0.0152  -0.0414  -0.2176
O  9.1666  1.4352  -0.3096  -0.1944  -0.071  0.4148
O  1.0041  0.5752  -0.0576  0.2004  0.2836  0.4719
O  2.9921  0.4248  -1.7243  0.1718  0.1821  0.189
O  14.519  7.5943  21.9611  -0.1402  0.179  0.2787
O  5.4015  8.9204  0.4295  0.4542  0.235  0.2351
O  5.3155  0.8884  0.1381  0.4265  0.17  0.4092
O  9.092  5.3777  0.0339  -0.0378  0.1463  0.2302
O  7.653  0.2118  -2.2342  -0.0107  0.022  0.1688
O  4.1274  4.3017  11.2558  -0.0236  0.0069  0.0177
O  7.1235  3.1876  9.6883  -0.2046  -0.0719  -0.0724
O  14.8971  1.8142  11.0633  -0.0025  0.1026  -0.2469
O  10.2081  -0.6093  9.7325  0.114  0.0017  -0.1417
O  2.4099  3.5399  9.3764  -0.0353  -0.0147  0.173
O  9.8004  3.3018  9.7844  -0.0757  -0.0277  0.1084
O  10.3821  6.7494  9.621  0.0817  0.1608  0.1241
O  13.8414  0.3673  13.1352  -0.0189  0.0766  -0.2236
O  7.3127  6.8107  -1.4483  -0.0196  0.0512  0.1551
O  9.5153  11.5678  18.8795  -0.0342  -0.0059  0.0516
O  11.1245  7.7683  20.1583  -0.057  0.089  0.2143
O  10.2214  5.2492  13.4634  -0.2183  -0.0528  -0.0785
O  4.9208  7.7676  -1.9458  -0.0998  0.1232  0.2453
O  4.7925  6.2157  12.9087  -0.0128  -0.0576  -0.2267
O  11.4679  6.1595  18.2187  -0.0214  -0.0074  0.0105
O  14.5751  3.2932  16.7521  -0.0177  0.022  -0.0125
O  5.4422  11.5818  21.602  0.0752  0.1512  0.1468
O  0.5922  1.7597  -2.3019  0.1766  -0.2071  0.165
O  8.9634  9.8504  -1.1007  0.0066  -0.3229  0.4417
O  13.8202  11.2456  20.2751  -0.0001  -0.0279  0.1194
O  11.6485  10.1392  21.3022  -0.0297  -0.0018  0.0918
O  15.4291  5.1561  21.5145  0.0364  -0.0287  0.0317
O  8.4426  1.8967  11.609  -0.0709  0.2325  -0.3092
O  9.5515  -0.38  12.2491  0.0517  -0.1253  -0.1882
O  5.8477  9.6183  13.372  0.1263  0.1378  -0.3024
O  9.4162  1.5403  14.1323  0.031  0.0027  -0.2605
O  4.8365  0.3692  12.5687  -0.1343  0.0849  -0.1334
O  4.5515  7.8047  14.9355  0.0064  -0.1727  -0.0649
O  8.0404  6.7215  13.4458  0.116  -0.1176  -0.3344
O  3.1356  -0.8539  10.925  0.0479  -0.2043  -0.1561
O  7.7003  10.0218  17.6951  0.0401  0.0351  0.0464
O  16.1569  3.7411  19.5065  0.0192  -0.0123  0.0712
O  9.5593  8.8097  11.1832  0.2826  -0.2342  -0.0555
O  8.3697  4.4913  11.741  -0.2049  -0.159  -0.2788
O  12.7675  10.6028  15.294  -0.0133  0.0648  -0.1381
O  7.1115  0.9792  18.3971  -0.0043  -0.0048  0.0689
O  6.4684  8.6787  10.6292  0.0202  0.2287  0.0442
O  17.7474  6.0668  19.4819  -0.0476  -0.0165  -0.069
O  6.2868  5.8341  15.1407  0.059  -0.0033  -0.1709
O  7.5978  8.0738  15.8368  0.0241  -0.1095  -0.1333
O  14.7413  1.0524  18.216  -0.0285  -0.0648  0.0291
O  12.5133  8.123  16.5654  0.0049  -0.0239  -0.0071
O  4.587  2.3795  -1.8993  -0.1588  -0.1121  0.315
O  6.1202  5.9804  10.6962  0.1055  0.0449  0.2764
O  5.2665  1.9469  16.7919  0.0135  -0.0075  -0.03
O  5.7035  9.9355  16.0038  0.0156  -0.0576  -0.059
O  3.5476  6.8654  10.6703  0.1852  0.0368  -0.0012
O  11.0128  10.2251  17.1764  0.0431  0.0409  -0.0028
O  5.8207  8.0674  17.8421  0.0393  -0.0181  0.0474
O  15.4053  7.1083  19.5503  0.0217  0.0017  0.063
O  12.0786  12.2747  18.5001  -0.0091  -0.0291  0.0129
O  7.2584  0.295  13.3711  0.1462  -0.0039  -0.2436
O  10.2528  1.1422  16.6194  -0.0163  0.0646  -0.1098
O  7.2514  2.7562  -1.6651  -0.0446  0.0408  0.1281
O  5.5283  8.9109  20.2617  0.0019  0.1076  0.0931
O  14.6626  0.9393  15.5871  -0.0513  -0.0505  -0.1591
O  10.6381  5.1092  20.567  -0.0827  -0.0651  0.2327
O  11.5857  5.8364  15.614  -0.0087  -0.0253  -0.0855
O  9.5678  1.923  -2.8572  -0.1508  -0.1052  0.1464
O  7.4706  10.669  20.2499  0.01  0.0422  0.0488
O  3.7025  5.2321  15.0445  0.0959  0.057  -0.1176
O  8.9164  5.8039  15.7603  -0.0298  -0.0312  -0.1324
O  1.8683  8.4892  -1.5613  0.0244  -0.194  -0.0342
O  5.3914  4.6076  -0.9416  -0.1748  0.069  0.0311
O  13.6198  10.2355  17.7883  -0.0612  0.0091  0.0236
O  1.7674  6.1529  -0.0209  0.3447  -0.1831  0.0707
O  6.7961  3.6782  18.1885  -0.0008  -0.0014  0.0013
O  15.1318  10.1388  14.5058  -0.0259  0.0287  -0.0539
O  10.2277  3.5431  15.5913  -0.0136  0.035  -0.0766
O  7.8827  2.3028  16.2048  0.0615  -0.0069  -0.0718
O  13.1501  5.9662  20.3105  -0.0787  0.018  0.0455
O  16.3276  5.2266  17.4247  0.0199  -0.006  -0.0408
O  13.7817  5.8306  17.0979  0.0074  0.0076  -0.0041

Results
free energy: -109010.226 eV
free energy less fixed offsets of O -569.03, Si -635.61 eV per atom: 6.594 eV
pressure: -1.01 GPa
stress xx, yy, zz, yz, xz, xy (GPa, positive in tension): 1.46, 1.53, 0.03, -0.18, -0.11, 0.42

The program warned: the cutoff lies below the one the program advises for these potential files.
